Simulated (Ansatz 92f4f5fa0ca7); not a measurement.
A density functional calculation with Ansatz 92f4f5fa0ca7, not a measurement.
Periodic cell of 189 atoms, Si117O72, from a study of silicon, its oxide and their interface. The atomic structure is a simulated model.

Settings
functional: r2SCAN
potential files: Ansatz norm-conserving
basis: plane waves
wave-function cutoff: 1300 eV
density cutoff ratio: 4
exchange-correlation grid ratio: 1
k mesh: 2 x 2 x 1, shifted by 0.5 0.5 0.5 of a step
self-consistency stop: 5e-08 eV per atom in the density residual
occupations: Fermi-Dirac, 0.05 eV
spin: none
net charge: 0

Cell vectors (angstrom)
a 11.5403 0 0
b 0 11.5403 0
c -0.0971 0.7585 29.2321

Atoms: element, x, y, z (angstrom)
Si 9.1184 9.9757 1.2333
Si 9.0634 2.5958 1.5374
Si 9.1298 6.7784 1.2495
Si 1.3127 9.552 1.6113
Si 1.3217 3.2118 1.4935
Si 1.334 6.3897 1.6392
Si 5.0736 9.9646 1.2388
Si 5.1092 2.5498 1.5533
Si 5.0595 6.7744 1.2814
Si -0.6121 10.1606 2.819
Si -0.5497 2.7289 2.8384
Si -0.6304 6.421 2.8427
Si 3.2671 10.1645 2.8012
Si 3.1991 2.7231 2.8478
Si 3.2956 6.4278 2.8586
Si 7.1065 10.2667 2.5672
Si 7.1019 2.3255 2.7763
Si 7.1129 6.3675 2.5652
Si -0.505 0.6697 4.0718
Si -0.5934 4.5464 4.2305
Si -0.5981 8.2977 4.2377
Si 3.2286 0.669 4.0683
Si 3.3218 4.5438 4.2302
Si 3.3282 8.3099 4.2364
Si 7.1424 0.5046 4.1515
Si 7.1394 4.3991 4.0058
Si 7.1407 8.3011 4.0376
Si -2.4289 0.6199 5.4574
Si 8.9989 4.4785 5.487
Si -2.527 8.2817 5.5513
Si 1.3731 0.6477 5.4945
Si 1.3739 4.5251 5.5326
Si 1.3769 8.2945 5.5752
Si 5.1832 0.6244 5.4372
Si 5.2936 4.4763 5.4688
Si 5.2864 8.2796 5.5363
Si 9.1254 10.2543 6.8384
Si 9.0949 2.567 6.8548
Si 9.0882 6.3347 6.9003
Si 1.4102 10.2697 6.8588
Si 1.4051 2.5897 6.8715
Si 1.4174 6.3619 6.9445
Si 5.2467 10.2617 6.808
Si 5.2616 2.5652 6.8357
Si 5.2971 6.3263 6.8849
Si -0.4906 10.2691 8.2258
Si -0.5093 2.6054 8.2539
Si -0.5077 6.3016 8.2855
Si 3.3487 10.2498 8.1888
Si 3.3502 2.6029 8.2279
Si 3.3785 6.2895 8.258
Si 7.1814 10.2912 8.1324
Si 7.1775 2.5891 8.2163
Si 7.1957 6.2856 8.2594
Si -0.5144 12.216 9.5792
Si -0.4524 4.4248 9.797
Si -0.3825 8.292 9.4876
Si 3.3693 12.1962 9.5185
Si 3.384 4.4275 9.773
Si 3.4321 8.2748 9.4706
Si 7.2046 12.1962 9.4981
Si 7.2338 4.418 9.7383
Si 7.2124 8.318 9.3655
Si 9.0668 12.2386 10.9217
Si 9.147 4.3633 11.1896
Si 9.1466 8.3178 10.6188
Si 1.4593 12.2331 10.8831
Si 1.4983 4.4342 11.2763
Si 1.5679 8.1635 10.8539
Si 5.3123 12.1857 10.8533
Si 5.3412 4.4347 11.1729
Si 5.3724 8.2699 10.7715
Si 9.0943 10.1868 11.9449
Si 9.0081 2.3317 12.7078
Si 9.2994 6.5633 12.0733
Si 1.5741 10.1865 11.9315
Si 1.4504 2.3621 12.605
Si 1.7112 6.4918 12.5902
Si 5.3784 10.1967 12.0323
Si 5.3358 2.3628 12.449
Si 5.4773 6.5416 12.3411
Si -0.4345 9.9781 13.0146
Si -0.5348 13.0261 13.736
Si -0.4188 7.0223 13.5031
Si 3.4561 10.3517 13.2712
Si 3.5083 13.4611 13.8812
Si 3.8237 7.3402 13.871
Si 7.2677 10.1287 13.3738
Si 6.9783 13.2162 14.1342
Si 7.5264 6.9938 13.5209
Si 0.4739 13.1445 16.53
Si 7.2322 12.4922 22.3014
Si 11.0887 13.2893 19.2605
Si 4.2229 9.6096 18.4899
Si 3.279 6.8181 18.9585
Si 2.1793 2.7607 19.5902
Si -0.6716 4.0396 17.363
Si 4.9964 7.3783 16.7589
Si 9.0696 11.3026 20.6521
Si 4.747 4.0466 19.3524
Si -2.2168 5.8184 15.6213
Si 8.3854 14.856 26.6968
Si 1.1697 12.8627 28.8373
Si 5.4256 5.5081 28.581
Si 7.2154 3.7768 21.3305
Si -1.7541 1.3042 28.3932
Si 6.4131 10.5962 20.4734
Si 8.4267 8.6092 20.3407
Si 0.6187 5.5498 19.2541
Si 3.0128 12.1496 17.3601
Si 4.1082 1.2552 28.4372
Si 7.9483 7.0004 17.9064
Si 6.8397 14.6945 24.1841
Si 5.0112 2.4711 16.447
Si 8.4695 5.5237 28.5571
Si 5.4264 3.2981 26.7385
Si 9.2679 5.7932 20.319
O 8.5248 4.7029 29.9561
O 9.4982 2.2859 29.6456
O 1.5599 4.2371 19.3514
O 6.7154 4.0947 22.8667
O 9.1072 8.3769 0.8933
O 1.1975 14.3165 29.5792
O 3.4187 8.9418 14.1663
O 0.6285 14.7657 16.7827
O -0.1889 12.7896 27.96
O 1.2356 10.7844 0.5331
O 1.3362 4.8134 0.8773
O 4.7148 4.6221 27.3878
O 5.5202 3.8977 0.7262
O 4.5286 1.4632 0.4643
O 4.7087 11.3666 28.9441
O 4.1465 5.5686 19.5375
O 8.0112 5.809 14.6273
O -1.9151 4.3771 16.3524
O 3.6214 6.7266 17.3676
O -0.4185 11.3693 13.8717
O 8.619 4.5659 21.1405
O 6.9955 9.1338 20.9597
O 4.7995 7.0183 15.1901
O 4.9961 3.502 17.7752
O 6.4012 6.787 17.3854
O 4.5432 0.9761 16.9478
O 3.5944 11.7745 14.1393
O 3.0418 10.6396 17.9904
O 6.4429 2.3212 15.6186
O 7.4522 13.7276 21.2674
O 8.4868 5.7887 18.8745
O -0.6374 13.2146 15.3672
O 7.1494 11.5359 14.3197
O 3.6819 3.0721 20.176
O 8.9187 7.226 21.0232
O 5.1925 10.4849 19.4398
O 2.5434 13.3363 18.3549
O 6.1454 4.1236 20.1667
O 9.5842 9.7546 20.5503
O 10.1045 12.4031 20.1477
O 3.7094 8.3403 19.3976
O 5.5366 14.9678 25.1265
O 8.1298 8.379 18.7421
O -0.4446 8.6313 14.0052
O 6.0207 11.5149 21.7736
O 6.9039 13.1123 23.7658
O 6.9422 5.8933 28.1409
O -0.086 5.5014 17.7902
O 0.874 1.9898 20.2266
O 7.6877 11.3416 19.7434
O 4.9637 8.9717 17.1731
O -1.1331 14.6957 18.696
O 1.695 6.762 19.3415
O 7.4015 8.6 14.1249
O 2.5468 1.1903 28.0025
O -0.8322 6.1425 14.8341
O -2.4419 1.8993 27.0387
O 1.3281 7.9826 0.9174
O 10.9088 5.6568 20.2982
O 9.2576 6.8849 28.9515
O 5.1327 8.3653 0.9077
O -2.5661 7.0214 16.6583
O 8.1745 15.0224 25.0906
O 4.7518 6.1083 -0.227
O 6.9164 14.7581 27.4011
O 4.7574 1.8687 27.0811
O -2.3217 11.4145 28.9417
O 3.8841 14.3557 15.2742
O 8.6303 11.6417 22.2041
O -0.1108 12.4581 17.8955
O 1.8545 12.3275 16.187
O 9.127 4.6249 27.3438

Results
free energy: -47204.182 eV
free energy less fixed offsets of O -463.61, Si -117.95 eV per atom: -24.112 eV
pressure: -1.67 GPa
stress xx, yy, zz, yz, xz, xy (GPa, positive in tension): 1.04, 2.6, 1.37, -0.11, 0.94, -0.43

Forces (eV/angstrom), in the order of the atoms: element, x, y, z
Si 0.1474 -0.2917 -0.2062
Si 0.1083 -0.012 -0.4898
Si 0.0213 0.3539 0.0396
Si -0.0214 -0.1616 -0.4809
Si -0.0127 0.1738 -0.653
Si -0.0227 0.084 -0.3245
Si -0.1873 -0.3516 -0.1729
Si -0.2483 0.08 -0.4655
Si -0.0217 0.3218 0.043
Si -0.0234 -0.0424 -0.1585
Si 0 -0.1094 -0.0084
Si -0.2749 0.0263 -0.4041
Si 0.0702 -0.0258 -0.1888
Si 0.0799 -0.094 -0.0417
Si 0.3159 -0.003 -0.3742
Si 0.0498 -0.0939 -0.231
Si 0.0751 0.1649 0.0515
Si 0.021 -0.0306 -0.3566
Si 0.0199 -0.0731 -0.2175
Si -0.0232 0.0791 0.1905
Si -0.1176 0.0508 0.1971
Si -0.0005 -0.0917 -0.1944
Si 0.0617 0.0747 0.1768
Si 0.1354 0.0614 0.1938
Si 0.0272 -0.1279 -0.0968
Si 0.0043 0.2941 -0.3488
Si 0.0136 -0.1461 -0.3057
Si 0.0446 0.0369 0.0965
Si 0.1219 -0.1155 -0.0359
Si 0.0946 -0.0119 -0.166
Si 0.0618 0.041 0.0823
Si 0.0077 -0.0346 -0.0218
Si -0.0629 0.1179 -0.0801
Si -0.0215 0.031 0.0889
Si -0.0591 -0.0831 -0.0248
Si -0.0676 0.0113 -0.15
Si 0.0418 -0.0688 -0.0345
Si -0.0035 0.0622 -0.0461
Si -0.1196 0.0061 0.0342
Si -0.0429 0.0379 -0.0925
Si -0.033 0.0095 0.0085
Si 0.0096 -0.0692 0.0387
Si -0.0712 -0.0325 -0.0309
Si -0.0114 0.0373 -0.0843
Si 0.0694 -0.0968 -0.0525
Si 0.1133 -0.0168 -0.0842
Si 0.0671 -0.0919 -0.0589
Si -0.0234 0.0148 -0.0121
Si 0.0111 -0.0299 0.0087
Si 0.0582 -0.0463 0.011
Si 0.0505 0.0879 -0.0013
Si 0.0133 0.1002 -0.0982
Si 0.0132 -0.078 -0.0256
Si -0.0235 0.0525 -0.0075
Si 0.0174 0.1925 0.094
Si 0.0087 -0.0252 0.0818
Si -0.0399 0.0172 -0.0074
Si -0.0061 0.0548 0.058
Si -0.014 -0.0388 0.0657
Si -0.0922 -0.2251 -0.0175
Si -0.0159 0.0665 0.1139
Si 0.023 0.0136 0.0599
Si 0.0063 -0.164 0.0068
Si -0.037 0.2518 -0.1289
Si -0.0498 -0.1094 0.1494
Si -0.0577 0.0207 -0.2915
Si 0.0294 0.104 -0.236
Si 0.033 -0.073 0.0715
Si 0.2329 -0.0779 -0.166
Si 0.0188 0.0872 -0.2143
Si -0.0601 -0.0836 0.1619
Si 0.0199 -0.0049 -0.178
Si -0.0442 -0.1984 0.1239
Si 0.054 -0.1583 0.1211
Si -0.0741 0.1166 0.1569
Si -0.1032 0.0652 0.1103
Si 0.0765 -0.1837 0.3506
Si -0.2259 0.1923 0.3537
Si 0.0183 0.0786 0.0184
Si -0.0905 -0.0833 0.3816
Si 0.1244 0.1368 0.2683
Si 0.1664 0.0266 1.101
Si 0.0177 -0.5225 0.4279
Si -0.0203 0.3898 0.6207
Si -0.0321 -0.0073 0.7221
Si 0.0892 -0.3381 -0.0513
Si 0.2006 0.3695 -0.0412
Si 0.1192 -0.1713 0.7452
Si -0.1701 -0.2547 -0.0364
Si 0.0899 0.2191 0.2769
Si 0.0757 -0.0368 0.1717
Si -0.0931 -0.0683 0.2868
Si -0.0303 -0.076 0.0237
Si -0.1579 0.0066 -0.0474
Si -0.1917 0.1482 -0.0142
Si -0.04 0.0841 0.0063
Si -0.0074 0.2018 -0.0822
Si -0.1641 0.1457 0.1806
Si 0.0892 0.0402 -0.0735
Si -0.0258 0.1474 0.155
Si 0.1005 0.0911 -0.0755
Si -0.1085 -0.2039 -0.1091
Si 0.0236 -0.0043 0.0764
Si -0.143 -0.2106 -0.2882
Si -0.0242 0.1917 0.0926
Si -0.0846 -0.0176 -0.3221
Si -0.2211 -0.1345 -0.154
Si -0.0965 0.0419 -0.0918
Si 0.0966 0.2491 -0.0925
Si -0.1836 -0.2513 0.1711
Si 0.1361 -0.0249 -0.3193
Si 0.0473 0.025 -0.0797
Si -0.0566 0.1729 0.4493
Si -0.0143 -0.0849 -0.0899
Si 0.1634 -0.1886 -0.2672
Si 0.117 -0.1928 -0.0652
Si 0.0884 -0.0681 -0.008
O 0.0389 -0.1966 -0.1702
O -0.1544 0.2059 0.0653
O -0.0395 -0.1218 0.0501
O 0.1422 -0.3271 -0.2467
O -0.0254 -0.0602 0.1334
O 0.0281 0.1226 -0.0126
O 0.2646 -0.5615 -0.2658
O -0.3267 -0.2215 0.0709
O 0.0715 0.0529 0.3878
O 0.0475 -0.0576 -0.1409
O 0.0138 -0.0189 0.6842
O 0.3562 0.025 0.3634
O 0.0134 -0.2066 -0.1236
O 0.224 0.2113 0.0374
O 0.0688 0.0852 0.5764
O -0.0148 -0.1577 -0.1734
O -0.1782 0.4412 0.2149
O 0.0364 0.1058 0.0898
O 0.257 0.1123 0.2248
O -0.1057 0.7773 -0.2737
O -0.1605 0.0387 -0.0755
O 0.2267 0.2829 -0.1968
O -0.2453 0.1164 -0.0515
O -0.0672 -0.1529 -0.1203
O -0.011 0.0858 -0.0986
O -0.0767 0.32 -0.0738
O -0.2083 0.5139 -0.3235
O 0.2673 0.2418 -0.1034
O 0.106 -0.2909 -0.3594
O -0.0544 -0.0442 0.1352
O 0.0483 0.2673 0.0885
O 0.1628 0.1146 -0.2617
O 0.0517 0.3361 -0.3662
O -0.0263 0.1309 -0.3133
O -0.0667 -0.0061 -0.2658
O 0.1278 -0.1192 0.0763
O 0.0672 -0.1082 -0.0242
O -0.0158 -0.0853 0.0644
O -0.4233 0.1085 0.0218
O -0.0752 -0.0537 0.0009
O 0.0902 -0.0773 -0.2661
O 0.3289 -0.0489 0.0428
O 0.0179 -0.2824 0.2832
O 0.0327 -0.3664 -0.9012
O 0.4219 0.0574 -0.1708
O 0.0862 0.142 -0.46
O 0.0125 -0.0738 0.3138
O -0.081 -0.3579 0.2686
O -0.0151 0.1454 -0.3614
O 0.0825 -0.173 0.496
O -0.105 -0.2277 0.0797
O 0.2374 -0.0446 -0.1446
O 0.0635 -0.291 -0.0547
O -0.1382 -0.3178 -0.4771
O -0.0384 0.069 0.3723
O -0.1382 0.1558 -0.155
O 0.0275 0.1578 0.3857
O 0.0258 0.0222 0.6937
O -0.2088 0.057 -0.1648
O -0.2221 -0.0537 0.4997
O 0.0212 -0.0482 0.1488
O -0.1072 -0.3534 0.0183
O -0.3134 -0.082 0.0018
O 0.2839 -0.0443 0.4954
O 0.0047 0.1323 -0.2646
O 0.0083 0.16 0.3909
O 0.0131 0.0512 0.5735
O -0.138 -0.4832 -0.2623
O -0.2582 0.0662 -0.3659
O 0.0728 0.3299 -0.0003
O -0.0391 0.172 0.2474
O -0.317 0.047 0.357
